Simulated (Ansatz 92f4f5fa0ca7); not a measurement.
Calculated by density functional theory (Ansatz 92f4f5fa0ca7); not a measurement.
Periodic cell of 222 atoms, Si134O80N8, from a study of silicon, its oxide and their interface. The atomic structure is a simulated model.
Doubt: the cutoff is far below the 930 eV that the study's wrapper takes by default for these files, so forces and energies are approximate.
This geometry differs little from another in the collection (a relaxation step or a small displacement).

Settings
functional: PBE
potential files: Ansatz PAW
basis: plane waves
wave-function cutoff: 580 eV
density cutoff ratio: 5
exchange-correlation grid ratio: 1
k mesh: 1 x 1 x 1, Gamma-centred
self-consistency stop: 5e-08 eV per atom in the density residual
occupations: fixed
spin: none
net charge: 0

Cell vectors (angstrom)
a  10.938  0  0
b  0  10.938  0
c  0  0  31.7481

Atoms and the computed forces on them: element, x, y, z (angstrom), force x, y, z (eV/angstrom)
Si  0.2831  -0.5171  24.2415  -0.0593  0.0061  -0.0103
Si  5.7743  -0.1939  24.2074  -0.0101  0.032  -0.0147
Si  2.6837  2.9845  24.3788  0.012  0.0058  -0.0233
Si  8.0915  3.2991  24.0684  0.0481  -0.0111  0.0054
Si  0.307  5.1094  24.4775  -0.0222  -0.0086  0.0365
Si  6.1036  5.3604  24.1662  0.008  0.0358  0.0179
Si  2.4455  8.0359  24.2492  -0.0817  -0.0342  0.0347
Si  8.1029  8.5633  24.1924  -0.0232  -0.0391  0.1146
Si  1.4187  1.2878  25.4693  0.004  0.028  0.0155
Si  6.8591  1.5421  25.4764  -0.0502  0.0034  0.0008
Si  4.3784  4.136  25.587  -0.0015  -0.0527  -0.0062
Si  9.6378  3.9735  25.6775  0.0259  0.0538  -0.0336
Si  1.3635  6.7252  25.8183  -0.0187  -0.0187  -0.0499
Si  6.9422  6.9793  25.5787  0.0667  0.0317  -0.0827
Si  4.1641  9.4168  25.4203  0.0322  0.0307  -0.0039
Si  9.6001  9.5865  25.6993  -0.0041  -0.0294  -0.0439
Si  2.7937  -0.0872  26.8616  -0.0071  -0.011  -0.0153
Si  8.1926  0.097  26.9227  0.0344  0.0264  0.0036
Si  0.0723  2.6028  26.9705  0.0439  0.0064  -0.0137
Si  5.4994  2.6894  27.0015  0.0181  0.0245  -0.0257
Si  2.8717  5.4  26.9929  0.0353  0.0322  0.0068
Si  8.2365  5.4627  26.9329  -0.0355  -0.0356  -0.0133
Si  -0.0142  8.1761  27.0384  0.0018  0.0057  0.0153
Si  5.4778  8.1971  26.9563  0.0092  0.0019  -0.0032
Si  4.1018  1.3673  28.3298  -0.2022  -0.5153  -0.2091
Si  9.5708  1.3673  28.3298  0.0435  -0.1598  0.3374
Si  1.3673  4.1018  28.3298  0.3626  -0.4376  -0.1932
Si  6.8362  4.1018  28.3298  0.163  0.0968  -0.0387
Si  4.1018  6.8362  28.3298  0.2988  0.0664  0.3328
Si  9.5708  6.8362  28.3298  -0.2378  -0.3331  0.4209
Si  1.3673  9.5708  28.3298  0.2254  0.0534  -0.126
Si  6.8362  9.5708  28.3298  -0.0379  0.3906  -0.3141
Si  0  0  29.6971  -0.0442  0.0249  -0.0124
Si  5.469  0  29.6971  -0.0318  -0.007  0.003
Si  2.7345  2.7345  29.6971  -0.1527  -0.0222  0.0116
Si  8.2035  2.7345  29.6971  0.1095  0.1558  -0.0124
Si  0  5.469  29.6971  -0.0682  0.0756  -0.0511
Si  5.469  5.469  29.6971  0.037  0.0976  0.0148
Si  2.7345  8.2035  29.6971  -0.0141  0.0586  -0.0252
Si  8.2035  8.2035  29.6971  0.0432  -0.0091  -0.0326
Si  1.3673  1.3673  31.0643  -0.0051  -0.0088  0.0016
Si  6.8362  1.3673  31.0643  -0.0043  -0.0145  -0.023
Si  4.1018  4.1018  31.0643  0.0467  -0.0334  -0.0198
Si  9.5708  4.1018  31.0643  0.0697  -0.0787  -0.0034
Si  1.3673  6.8362  31.0643  0.0418  -0.0355  -0.0229
Si  6.8362  6.8362  31.0643  -0.0516  0.006  -0.0014
Si  4.1018  9.5708  31.0643  0.0241  -0.0465  -0.0035
Si  9.5708  9.5708  31.0643  0.0853  -0.0381  -0.0193
Si  2.7345  0  0.6835  -0.0312  0.0045  0.0117
Si  8.2035  0  0.6835  -0.0109  0.0288  0.0006
Si  0  2.7345  0.6835  -0.0166  0.0287  0.0233
Si  5.469  2.7345  0.6835  -0.0091  0.05  0.0279
Si  2.7345  5.469  0.6835  -0.0706  0.034  0.0076
Si  8.2035  5.469  0.6835  0.0514  0.0487  -0.0065
Si  0  8.2035  0.6835  -0.0695  0.0429  0.0176
Si  5.469  8.2035  0.6835  -0.0364  0.0251  0.0226
Si  4.1018  1.3673  2.0507  0.0036  -0.0311  0.0531
Si  9.5708  1.3673  2.0507  0.0147  -0.0855  -0.0145
Si  1.3673  4.1018  2.0507  0.03  0.002  -0.0209
Si  6.8362  4.1018  2.0507  0.0504  0.0283  0.0089
Si  4.1018  6.8362  2.0507  -0.0077  -0.0664  0.0083
Si  9.5708  6.8362  2.0507  0.0694  -0.0621  0.0602
Si  1.3673  9.5708  2.0507  0.0002  -0.0343  0.0232
Si  6.8362  9.5708  2.0507  0.0346  -0.0527  -0.0071
Si  0  0  3.418  -0.2202  0.0099  -0.5099
Si  5.469  0  3.418  0.0962  0.0297  0.3631
Si  2.7345  2.7345  3.418  0.0889  0.3829  0.049
Si  8.2035  2.7345  3.418  -0.289  -0.0717  0.1281
Si  0  5.469  3.418  0.022  0.0177  -0.3481
Si  5.469  5.469  3.418  0.0918  0.1269  -0.0903
Si  2.7345  8.2035  3.418  0.0348  0.084  0.0888
Si  8.2035  8.2035  3.418  -0.57  0.1487  0.2195
Si  1.3035  1.4065  4.7185  0.0045  0.0122  -0.0305
Si  6.7895  1.4086  4.861  -0.0012  0.0019  -0.0062
Si  4.1523  4.1188  4.8086  -0.021  -0.0089  -0.0269
Si  9.5293  4.1541  4.7413  -0.009  0.0283  -0.0117
Si  1.3647  6.8174  4.7593  0.0058  0.0013  -0.0318
Si  6.7109  6.8985  4.8421  0.0023  0.0188  -0.02
Si  4.0797  9.5945  4.8227  0.0282  -0.0273  -0.0162
Si  9.5158  9.6403  4.7498  -0.0078  -0.0152  -0.0282
Si  2.6605  0.0855  6.0615  -0.0007  0.0178  0.0329
Si  8.1974  0.0437  6.2224  0.0074  0.0404  0.0392
Si  -0.0548  2.7719  6.0582  -0.0485  -0.0378  0.0455
Si  5.4034  2.7702  6.3246  0.0256  -0.0147  0.0454
Si  2.8076  5.5222  6.138  -0.0304  -0.0248  -0.0163
Si  8.1131  5.4787  6.0949  0.0329  -0.0139  0.0307
Si  -0.0828  8.1989  5.9946  -0.0041  0.0218  0.019
Si  5.3057  8.2238  6.3746  -0.0579  -0.0193  -0.0059
Si  3.729  1.5609  7.5529  0.0473  -0.0313  -0.0233
Si  9.3361  1.7321  7.5037  -0.0227  0.0195  -0.0353
Si  1.5956  3.9022  7.2604  -0.0295  0.0388  -0.0005
Si  7.0422  4.0042  7.5923  -0.0294  0.0319  -0.0116
Si  3.5286  7.1783  7.7717  0.0956  0.0739  0.1159
Si  9.2705  7.0921  7.3122  -0.0031  -0.0512  0.004
Si  1.354  9.5013  7.2494  -0.0363  -0.0168  0.0052
Si  7.0185  9.3762  7.5106  -0.0005  0.0186  0.0399
N  7.7582  4.9985  23.4631  -0.0446  -0.0067  0.0087
O  1.5419  9.3899  23.9766  0.0151  -0.0055  -0.0208
N  10.0326  1.4688  9.0884  -0.0136  -0.0086  -0.0365
N  3.103  6.2636  12.2226  0.0005  0.0044  -0.0119
O  9.0589  3.1986  13.9179  -0.0008  0.0001  0.0015
O  8.1005  8.1598  7.6928  -0.0112  0.014  -0.0008
O  1.5245  4.0898  23.9719  0.0043  0.0004  -0.004
O  9.8329  4.2564  9.8449  0.0051  -0.0016  -0.0044
O  2.4411  8.4017  7.7786  0.0411  -0.0236  0.006
O  6.7016  9.8516  9.0726  -0.0032  -0.0033  -0.0263
O  9.81  6.6267  8.7874  -0.0019  0.0079  -0.0107
O  6.7624  4.7413  9.0759  0.0002  -0.0112  -0.0191
O  0.9136  4.9528  8.3433  0.0178  -0.0204  -0.0222
O  8.0001  3.4851  20.2601  -0.0001  0.0019  -0.0023
N  5.6908  2.9253  21.7658  0.0064  0.0071  0.011
O  3.2822  2.3911  22.9684  -0.0051  0.0083  0.0188
O  10.4007  -0.7069  22.7962  0.0271  0.0114  0.018
O  9.476  11.7794  19.1966  -0.0034  0.0043  -0.0029
N  8.8622  7.9026  22.7425  -0.0056  -0.0152  -0.0082
N  -0.312  5.7387  22.9834  0.0053  -0.0062  0.0191
Si  0.276  7.4105  11.8683  -0.004  -0.0059  0.0003
Si  -3.2097  9.9091  10.3493  0.003  -0.0052  0.0007
Si  7.7301  5.0733  20.0212  0.0024  0.0013  -0.0095
Si  6.6007  0.3024  16.5527  -0.0009  -0.0015  -0.0033
Si  8.9564  6.1081  22.5874  0.0173  0.0011  -0.0065
Si  3.9558  11.5131  10.4329  0.0025  -0.008  0.0112
Si  6.474  1.4274  11.5151  0.0004  0.0027  -0.002
Si  6.3365  9.1872  18.3284  -0.003  0.0016  -0.0032
Si  13.3474  12.2401  19.7347  0.0014  -0.0031  -0.0039
Si  -2.6697  8.1442  12.6478  0.0001  -0.0005  -0.0001
Si  2.0948  6.3911  13.6479  0.0007  -0.0053  0.003
Si  1.6468  10.2855  11.7616  -0.0031  -0.0045  0.0075
Si  6.5495  6.2149  17.6371  -0.0005  -0.0024  -0.0079
Si  0.2786  -0.8599  16.407  0.0017  0.0006  -0.0083
Si  12.5677  12.1245  14.3329  0.0036  -0.0004  0.001
Si  9.9862  2.0681  13.2114  0.0003  -0.0019  -0.0002
Si  13.4772  -2.7564  16.0471  -0.0011  -0.0003  -0.0028
Si  3.1705  3.8204  14.6899  -0.0014  -0.0027  -0.0068
Si  19.6721  10.5832  14.647  -0.0021  -0.0009  -0.0012
Si  5.1816  4.5796  21.5081  0.0016  -0.0104  -0.0192
Si  7.3263  13.4115  21.3559  0.0044  -0.0102  -0.0095
Si  10.3324  2.7409  10.2333  -0.0169  0.0116  0.0154
Si  4.4554  1.7107  22.0625  -0.0134  0  0.0097
Si  10.6933  10.7207  19.4739  0.0041  -0.0046  -0.0039
Si  15.4934  5.4568  12.6804  -0.0037  -0.0002  0.0056
Si  2.456  3.0442  9.8983  -0.0043  0.0056  0.0545
Si  10.0942  8.8896  21.8624  -0.0081  0.0036  0.0029
Si  3.5961  5.43  17.3248  -0.0011  0.0035  -0.0057
Si  10.8007  5.5322  9.4385  -0.0142  0.0098  0.0259
Si  0.9891  6.4642  22.038  -0.0281  -0.002  0.001
Si  -4.3915  4.2406  10.6242  -0.0021  0.0027  0.007
Si  7.6272  14.4832  13.2244  -0.0007  0.0037  -0.0022
Si  7.8822  11.4218  19.229  -0.0021  -0.0005  -0.0009
Si  14.9191  -0.2582  17.487  0.0001  -0.0038  -0.0041
Si  10.5269  -0.1012  9.6187  -0.0016  -0.007  0.0325
Si  -8.3312  6.0617  10.5696  -0.0214  -0.0018  0.0246
Si  6.7424  6.0935  14.4694  0.0002  0.0002  -0.0042
Si  13.2989  4.4342  19.9943  0.0005  -0.0043  -0.0198
O  9.6911  2.2828  11.6377  0.0001  -0.0016  -0.0035
O  3.7429  4.4949  20.817  0.0155  0.0005  0.0094
O  2.0103  11.0092  13.1847  -0.0002  -0.002  -0.0024
O  14.2682  -1.3848  16.4808  0.0012  0.0017  0.0016
O  4.8569  -1.0836  18.6223  -0.0004  -0.001  -0.0004
O  1.9101  2.8695  19.7931  -0.0066  -0.0013  -0.0034
O  14.0159  6.9401  16.9582  0.0008  -0.0032  0.0013
O  7.3455  8.7124  11.4087  -0.003  0.0032  -0.002
O  5.0661  5.4798  22.8786  0.0143  0.0037  0.0051
O  4.9953  11.5897  16.5378  -0.0015  0.0002  0.0005
O  0.574  2.2515  13.6849  -0.0008  0.0011  -0.0011
O  3.6779  4.2856  16.164  0.0014  -0.0002  0.0035
O  -1.3587  11.4959  13.6187  0.0005  0.0024  -0.0008
O  6.8777  6.4819  16.0504  -0.001  -0.0007  0.0038
O  6.7879  2.1496  12.9464  -0.0014  -0.0021  0.0004
O  7.7678  5.4309  18.4211  0.0032  -0.0018  0.0081
N  2.5642  2.7322  8.1927  0.0162  -0.0004  -0.0327
O  0.3957  11.0419  11.0282  -0.0042  0.0022  -0.0095
O  3.6904  12.0726  20.7377  0.0017  -0.0026  -0.0054
O  11.8959  8.6108  16.1336  -0.0001  -0.0015  -0.0005
O  0.3678  -3.0795  21.4814  0.0046  -0.0034  -0.002
O  6.9686  9.6938  23.738  0.0015  -0.0073  -0.0217
O  9.2746  9.8077  9.8069  0.0012  0.0029  -0.0015
O  6.7144  -1.3255  16.7889  0  -0.0012  0.0008
O  3.3043  2.0122  10.8038  0.0029  -0.0052  -0.0047
O  2.735  7.6216  14.5253  0.0005  -0.0003  0
O  5.4034  5.1767  11.3198  0.0012  -0.0028  -0.0068
O  -2.8038  2.805  7.8483  0.0364  -0.0336  0.0032
O  12.9339  4.932  14.3957  -0.0006  -0.0005  -0.0004
O  4.3019  0.6389  8.8269  -0.01  0.006  -0.0095
O  -1.2937  -3.1703  11.8553  0.0001  0.0007  -0.0028
O  7.6827  11.376  11.0703  0.0001  -0.0008  -0.0002
O  2.3108  6.9896  22.9208  0.0409  0.0265  0.0183
O  7.2401  1.0393  20.616  -0.0029  0.0052  0.0013
O  -9.9669  13.8578  10.4978  0.0084  -0.0013  0.0007
O  7.4624  11.4714  15.1948  -0.0015  0.0003  0.0005
O  6.9299  4.4791  14.3488  -0.0005  -0.0026  -0.0004
O  2.5649  4.993  18.4919  -0.004  -0.0039  0.01
O  3.5098  6.8411  9.4086  -0.0003  0.0008  -0.0799
O  4.2405  4.0293  13.4586  0.0009  -0.0016  0.0016
O  8.2981  2.3866  22.6891  -0.0056  0.0063  0.0049
O  1.0812  0.3721  15.6485  -0.0007  -0.0012  0.0005
O  11.534  -0.7549  8.5307  0.0112  -0.0054  -0.0226
N  0.8568  6.3661  10.5897  0.0052  -0.0013  -0.0113
O  12.02  0.4389  20.1845  -0.0006  -0.0019  0.0008
O  12.1523  8.7399  11.9168  0.0021  0.003  -0.0013
O  8.7889  5.8993  20.9504  -0.005  -0.0022  0.0038
O  6.3624  7.5995  18.4625  -0.0021  0.003  0.002
O  5.1428  5.4352  17.8309  0.0023  -0.0011  0.0004
O  7.803  6.8294  13.4772  -0.0003  -0.0013  0.0014
O  6.1907  2.6434  10.4449  -0.0017  0.0005  -0.0009
O  2.9414  10.2907  10.7691  0.0017  0.0025  -0.005
O  6.2182  5.3828  20.5516  -0.0034  0.0002  0.0008
O  13.7617  13.1585  14.7606  -0.0011  -0.0016  -0.0005
O  5.1936  11.359  11.4744  -0.0025  -0.0013  -0.0009
O  9.6728  -0.8392  15.8871  -0.0017  0.0006  0.0025
O  5.1203  11.3675  22.8242  0.0067  -0.0114  0.0116
O  -3.1926  4.3109  11.7585  0.0009  -0.0004  0.0024
O  13.868  11.6725  18.2661  -0.0024  0.002  0.001
O  8.3018  9.2912  13.7889  -0.0005  -0.0017  0.0003
O  5.282  6.4205  13.8063  -0.0022  0.0011  0.0006
O  7.4747  9.8331  19.2935  0.0015  -0.0011  -0.001
O  7.2412  12.0405  17.8434  0.0009  -0.0004  0.0012
O  11.2118  10.2043  18.0218  0.0003  -0.0014  0.006
O  9.9503  -1.3602  20.3806  0.0021  -0.003  0.0038
O  2.9804  4.5238  10.2032  0.0053  0.0011  -0.0086
O  1.3515  5.4174  20.8302  -0.0054  0.0034  0.0023
O  11.4757  6.6784  13.297  0.0007  0.002  -0.0006

Results
free energy: -133764.172 eV
free energy less fixed offsets of N -385.13, O -568.88, Si -635.61 eV per atom: -0.992 eV

The program warned: the cutoff lies below the one the program advises for these potential files; the forces do not sum to zero within the program's tolerance; the exchange-correlation potential is rough where the density is thin.
